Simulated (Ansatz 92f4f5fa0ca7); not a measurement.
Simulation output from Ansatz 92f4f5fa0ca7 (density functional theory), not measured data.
Periodic cell of 223 atoms, Si133O90, from a study of silicon, its oxide and their interface. The atomic structure is a simulated model.
This geometry differs little from another in the collection (a relaxation step or a small displacement).

Settings
functional: PBE
potential files: Ansatz PAW
basis: plane waves
wave-function cutoff: 700 eV
density cutoff ratio: 5
exchange-correlation grid ratio: 1
k mesh: 2 x 2 x 1, shifted by 0.5 0.5 0.5 of a step
self-consistency stop: 5e-08 eV per atom in the density residual
occupations: fixed
spin: none
net charge: 0

Cell vectors (angstrom)
a  10.938  0  0
b  0  10.938  0
c  0  0  32.3441

Atoms and the computed forces on them: element, x, y, z (angstrom), force x, y, z (eV/angstrom)
Si  0.3421  -0.2906  24.7461  0.0134  -0.0002  -0.0385
Si  5.2906  0.2917  25.0495  -0.0136  0.0269  0.0107
Si  3.0754  2.4763  25.0157  0.0109  -0.0168  -0.0623
Si  7.9457  2.9319  25.0082  -0.0185  0.0032  -0.0121
Si  -0.2029  5.664  24.7823  -0.0129  -0.0044  -0.044
Si  5.759  5.1741  24.9  0.0114  -0.0195  -0.0315
Si  2.6216  8.4075  24.6481  -0.0004  0.0133  -0.0328
Si  8.4958  7.9041  24.8226  0.0088  -0.0153  -0.0411
Si  1.4098  1.2934  26.172  -0.0134  0.0046  0.0077
Si  6.8344  1.407  26.3804  -0.0095  0.0031  -0.0084
Si  4.1781  4.0915  26.2816  0.0047  0.0112  -0.0044
Si  9.6039  4.1145  26.1813  -0.0064  -0.0054  0.0024
Si  1.4199  6.8483  26.0557  0.0102  -0.0057  0.0044
Si  6.9013  6.7981  26.1757  -0.0176  0.0062  0.0073
Si  4.1015  9.536  26.1515  -0.0014  -0.0028  0.0017
Si  9.654  9.5318  26.1059  -0.0147  0.0098  0.0193
Si  2.7551  -0.0459  27.5723  -0.0071  -0.0079  -0.0039
Si  8.2628  -0.0485  27.5444  0.0253  -0.0218  -0.0131
Si  0.0253  2.7035  27.5229  0.0051  -0.0047  -0.006
Si  5.4705  2.749  27.6815  0  -0.0028  -0.0212
Si  2.7335  5.4833  27.5231  -0.0116  0.0139  0.0054
Si  8.2326  5.4483  27.5822  0.0068  0.0047  -0.0024
Si  0.0482  8.175  27.5265  0.0005  0.0003  -0.0034
Si  5.4913  8.1778  27.5201  0.0019  -0.0025  -0.0045
Si  4.1018  1.3673  28.9258  -0.2469  -0.271  0.4048
Si  9.5708  1.3673  28.9258  0.1595  -0.0863  -0.1586
Si  1.3673  4.1018  28.9258  0.0296  -0.0122  -0.3323
Si  6.8362  4.1018  28.9258  0.3084  0.2716  0.6324
Si  4.1018  6.8362  28.9258  0.0177  0.0246  -0.239
Si  9.5708  6.8362  28.9258  0.221  0.0451  -0.0334
Si  1.3673  9.5708  28.9258  0.0071  -0.168  0.0885
Si  6.8362  9.5708  28.9258  0.1047  -0.1468  -0.2659
Si  0  0  30.2931  0.0142  0.0177  -0.017
Si  5.469  0  30.2931  -0.0296  0.0655  -0.0138
Si  2.7345  2.7345  30.2931  -0.0102  -0.0547  0.0031
Si  8.2035  2.7345  30.2931  -0.0438  0.068  -0.005
Si  0  5.469  30.2931  -0.0512  0.0253  -0.016
Si  5.469  5.469  30.2931  0.0663  0.0133  0.0029
Si  2.7345  8.2035  30.2931  -0.0254  0.0472  -0.0179
Si  8.2035  8.2035  30.2931  -0.0028  0.012  -0.0159
Si  1.3673  1.3673  31.6603  -0.0252  -0.0038  0.0149
Si  6.8362  1.3673  31.6603  0.0476  -0.0688  -0.0023
Si  4.1018  4.1018  31.6603  0.0131  0.0113  0.0009
Si  9.5708  4.1018  31.6603  0.0308  -0.0404  -0.0017
Si  1.3673  6.8362  31.6603  0.0944  -0.0356  -0.0087
Si  6.8362  6.8362  31.6603  -0.0174  -0.0075  0.0095
Si  4.1018  9.5708  31.6603  -0.0042  -0.0426  -0.0061
Si  9.5708  9.5708  31.6603  -0.022  0.0286  0.0021
Si  2.7345  0  0.6835  0.063  -0.0031  -0.0286
Si  8.2035  0  0.6835  -0.0533  0.0506  -0.0102
Si  0  2.7345  0.6835  -0.0238  0.0249  0.0263
Si  5.469  2.7345  0.6835  -0.0344  0.0399  0.014
Si  2.7345  5.469  0.6835  -0.0918  0.0383  -0.0152
Si  8.2035  5.469  0.6835  0.0105  -0.0118  -0.0315
Si  0  8.2035  0.6835  -0.0132  0.0004  0.0087
Si  5.469  8.2035  0.6835  0.0239  0.0204  0.0243
Si  4.1018  1.3673  2.0507  -0.1124  -0.1478  0.0175
Si  9.5708  1.3673  2.0507  -0.0237  -0.1428  -0.012
Si  1.3673  4.1018  2.0507  0.1439  0.0547  -0.0111
Si  6.8362  4.1018  2.0507  0.0619  0.0575  0.0241
Si  4.1018  6.8362  2.0507  -0.0386  -0.0544  0.013
Si  9.5708  6.8362  2.0507  -0.1285  -0.0985  0.0061
Si  1.3673  9.5708  2.0507  0.0686  0.0779  0.005
Si  6.8362  9.5708  2.0507  0.0934  0.048  0.0088
Si  0  0  3.418  -0.0337  0.2948  -0.3597
Si  5.469  0  3.418  0.057  0.175  0.0132
Si  2.7345  2.7345  3.418  -0.2545  0.1129  -0.1144
Si  8.2035  2.7345  3.418  -0.1144  0.0911  0.3824
Si  0  5.469  3.418  -0.1979  -0.2073  0.1594
Si  5.469  5.469  3.418  -0.0176  -0.084  0.1562
Si  2.7345  8.2035  3.418  0.0449  0.0171  0.032
Si  8.2035  8.2035  3.418  -0.0707  -0.0549  -0.2953
Si  1.2204  1.4985  4.7693  -0.0064  0.0136  0.0081
Si  6.8004  1.3898  4.8261  -0.0241  0.0224  -0.0041
Si  4.1336  4.0296  4.7943  0.004  -0.0068  -0.0011
Si  9.5397  4.1117  4.8507  0.009  -0.0159  -0.0171
Si  1.3668  6.82  4.7666  -0.0152  0.002  0.0002
Si  6.79  6.8998  4.7808  -0.0028  -0.0013  0.0058
Si  4.0756  9.62  4.7727  0.0099  -0.0147  0.0088
Si  9.6082  9.5458  4.7204  0.0051  -0.0037  0.0037
Si  2.6643  0.1414  5.9668  0.0383  -0.0189  0.0066
Si  8.1836  -0.0802  6.0303  -0.0174  0.0341  0.0292
Si  -0.1789  2.7179  6.3803  0.022  -0.001  -0.0165
Si  5.4368  2.6852  6.3364  -0.016  -0.0068  -0.0304
Si  2.6672  5.3581  6.0652  -0.014  0.0341  0.0303
Si  8.161  5.5344  6.1458  0.0369  -0.0111  0.0213
Si  0.0385  8.2177  6.1197  0.0094  0.0201  -0.0112
Si  5.3858  8.2513  6.1885  0.0343  0.0095  -0.0156
Si  3.673  1.5493  7.5607  -0.0467  -0.0091  0.0334
Si  9.6162  0.8905  7.6077  -0.0017  -0.0562  0.0351
Si  1.5253  3.8995  7.5594  0.0357  0.0227  0.0289
Si  6.5341  4.4606  7.4786  0.0015  0.0381  0.0351
Si  4.184  6.5836  7.3277  -0.0005  -0.0223  0.0208
Si  9.3649  7.1386  7.4241  -0.019  0.0126  0.0295
Si  1.1927  9.8992  7.3009  0.0018  0  0.0199
Si  7.0742  9.355  7.4362  0.0249  -0.0053  0.0193
O  9.6042  6.7817  24.2864  0.0002  0.0047  -0.0155
O  4.1795  1.3705  24.4529  -0.007  0.0153  -0.0243
O  8.192  8.2102  7.885  -0.0028  0.0006  0.0217
O  2.6475  2.7712  8.0316  -0.0018  -0.0134  0.0149
O  6.8617  4.0354  24.4059  -0.0101  0.0092  -0.0231
O  1.4694  9.5366  24.2024  0.0022  -0.0033  -0.0161
O  5.3612  5.556  7.8461  -0.0036  -0.0075  0.0222
O  0.0038  -0.0445  7.8471  -0.0227  0.0151  0.0261
O  7.1303  4.0766  8.9533  0.0058  0.0018  0.0041
O  6.7053  10.2107  8.819  0.0244  -0.0075  -0.0032
O  10.1622  6.6689  8.7911  -0.0035  -0.0211  0.0042
O  2.0785  9.5596  8.638  -0.0007  0.0179  0.0059
O  3.9026  0.6229  8.9316  -0.0187  0.0027  -0.0141
O  1.0466  4.7014  8.9334  -0.02  -0.0107  -0.012
O  8.8654  0.7951  9.1066  -0.0084  0.0045  -0.0129
O  3.3686  7.1184  8.6397  0.0198  0.0139  0.0157
O  7.7718  8.5324  23.4778  0.0143  0.0077  0.0144
O  8.5487  2.0683  23.764  0.0092  -0.0047  -0.0077
O  5.0964  5.7905  23.5329  -0.0091  0.0034  0.0022
O  2.4757  3.2505  23.7145  -0.0084  0.0149  0.0118
O  10.6221  0.4263  23.4061  -0.0101  -0.0122  0.0158
O  0.4238  4.9407  23.4261  0.0178  0.0044  0.0075
O  3.3815  7.7988  23.2794  -0.0104  -0.0135  0.0151
O  6.1612  10.6549  23.8016  0.0067  -0.0068  -0.0145
Si  9.5543  2.5473  19.9315  0.0051  0.004  -0.004
Si  5.5784  6.6956  19.6352  0.0057  -0.0007  0.0017
Si  7.9995  3.3973  14.5531  0.015  -0.0085  0.0044
Si  13.3123  3.2347  13.3483  -0.008  0.0023  -0.0041
Si  4.656  1.4269  13.6012  0.0011  0.0038  -0.005
Si  5.0181  7.2114  14.3225  0.0012  0.0009  -0.0067
Si  4.0094  5.4653  12.2674  -0.0016  -0.0058  -0.0096
Si  4.013  6.4573  22.5189  -0.0029  -0.0029  -0.0019
Si  9.6088  10.9379  14.3476  -0.1194  0.0345  -0.0643
Si  6.82  5.5231  12.6397  -0.0014  -0.0022  -0.007
Si  7.3062  1.9043  12.1739  0.0025  0.0025  0.0037
Si  3.3101  13.5124  17.8208  -0.0034  0.0016  0.0009
Si  7.9884  4.3676  10.2946  0.0046  -0.0014  -0.0073
Si  9.1911  7.8123  14.6442  -0.0206  -0.0684  0.0089
Si  7.5586  0.5099  18.4629  0.0022  0.0008  0.0002
Si  9.7725  5.1782  16.2515  0.0006  -0.009  0.0028
Si  7.7034  9.6826  16.2807  -0.0103  0.0153  0.0147
Si  2.1775  11.345  12.4177  0.0063  0.0146  -0.0138
Si  7.9893  15.8603  18.7763  0.0046  0.0031  0.0112
Si  12.4845  13.4852  20.0655  -0.0051  0.0011  0.0067
Si  -1.6465  1.0872  22.7143  -0.0039  -0.0006  -0.0063
Si  4.9338  10.0228  15.4063  0.0031  0.0016  -0.0081
Si  2.8569  10.9492  19.2445  -0.0029  0.002  0.0105
Si  5.5677  9.6656  20.1006  -0.0006  0.0028  -0.0038
Si  10.748  5.445  9.7006  -0.0089  -0.002  -0.0022
Si  7.1025  9.8434  22.7742  0.0161  -0.0007  -0.0055
Si  6.2755  13.8284  17.0032  -0.0012  -0.0013  -0.0071
Si  -3.1276  -0.1975  9.919  -0.0031  -0.0091  0.0082
Si  1.7351  4.2666  16.081  -0.0067  -0.0073  -0.0097
Si  -1.7026  9.1483  11.9757  -0.0109  0.0095  -0.0272
Si  0.9942  8.9347  14.2624  0.036  -0.0294  -0.038
Si  3.4905  7.6299  10.1722  0.004  -0.0042  -0.0054
Si  1.7433  4.2807  22.7103  -0.0008  -0.0175  0.0018
Si  2.5338  9.1432  16.9711  -0.0023  0.0114  0.0259
Si  14.0024  10.3536  9.6775  -0.0031  -0.0085  0.0067
Si  3.974  6.3994  17.0674  0.0095  -0.0086  0.0029
Si  11.6823  -3.4854  11.7267  0.0015  -0.0055  -0.0119
O  5.0746  6.6915  15.8754  -0.0232  0.0122  -0.0048
O  3.7052  2.6465  14.1129  -0.0107  -0.0085  -0.0242
O  6.6436  3.1826  15.4418  0.0195  -0.0002  0.0108
O  3.9929  10.1285  20.0938  0.0045  0.0084  -0.024
O  4.2553  6.4358  10.9704  -0.0126  0.0036  0.0125
O  1.3318  3.3817  21.4331  0.0199  0.0154  0.0081
O  4.0956  9.1659  10.2059  -0.0195  0.0075  -0.0158
O  -3.3985  -5.2328  11.1641  0.0027  -0.0294  0.0081
O  10.6471  -2.2991  11.3701  0.0113  -0.0166  0.0256
O  9.2018  3.7952  15.5765  -0.0043  0.0244  0.0038
O  5.4321  4.691  12.4187  0.0039  0.0226  0.0127
O  3.5578  10.1544  16.2279  0.0181  -0.0032  0.0009
O  6.3824  6.872  13.4736  -0.0165  -0.0063  0.0101
O  10.3017  9.1176  14.672  -0.0066  -0.0472  0.0072
O  6.0963  9.6281  16.4585  0.0067  -0.0045  -0.0194
O  9.7814  6.376  15.0998  -0.0038  0.0157  0.0102
O  13.7614  4.3427  12.1947  0.011  -0.003  0.0326
O  6.734  1.3774  17.3606  0.009  0.0121  0.0154
O  1.5435  8.6961  15.7558  -0.0037  -0.0271  -0.0039
O  1.9662  9.909  18.3087  0.0293  0.011  -0.0028
O  14.1384  7.7674  17.4863  0.0169  -0.0017  -0.0083
O  4.6936  14.0852  17.2192  0.0038  -0.0201  0.0029
O  8.6679  12.3815  19.1527  -0.0069  0.0105  -0.0037
O  5.7872  2.0696  12.6711  -0.004  -0.0053  0.0158
O  8.2289  2.0786  13.5609  -0.0282  0.0208  0.0006
O  2.7575  5.4596  22.2444  0.0029  -0.0026  0.0118
O  8.8789  14.9777  19.8375  -0.0041  -0.0126  -0.0265
O  2.0754  10.949  10.8419  0.0171  -0.0062  -0.0043
O  -3.1109  4.7007  13.5982  -0.0202  -0.0047  -0.0034
O  10.6814  11.8514  14.9406  0.0826  0.0835  0.0485
O  7.7849  3.1018  11.2411  -0.006  0.0096  -0.0041
O  8.7356  7.9798  13.0693  0.0153  0.0179  -0.0065
O  2.7509  14.2067  19.2106  -0.0146  -0.0317  -0.0031
O  12.4662  4.0597  14.4682  0.0203  -0.0071  0.0125
O  8.2851  10.8306  22.23  0.001  0.0033  0.0191
O  13.0037  7.7846  10.8985  -0.0045  -0.0086  0.0104
O  12.5599  1.944  12.6508  0.0343  -0.0108  0.0083
O  8.1516  10.6473  15.051  0.0031  -0.0255  0.0254
O  4.7222  16.8856  18.4487  0.0116  0.0186  -0.0024
O  8.3076  10.1952  17.7042  -0.0268  0.0177  -0.0159
O  5.293  11.484  14.8018  -0.0146  -0.0057  -0.0051
O  3.7719  0.3781  12.7305  -0.016  0.0217  0.0157
O  7.0015  14.8478  18.0097  0.0075  0  -0.004
O  -1.5311  10.5871  12.7374  0.0065  -0.0467  0.0203
O  9.7037  2.0258  21.4651  -0.0102  -0.0135  -0.0034
O  5.7503  8.2802  19.2561  -0.0099  -0.011  0.0114
O  2.923  5.3109  16.4933  -0.0056  0.0055  -0.0009
O  -2.5898  -1.5736  10.6372  -0.0022  0.0094  0.007
O  6.4866  21.8139  19.5346  0.0058  -0.0125  -0.0145
O  11.9641  7.5571  13.355  -0.0173  0.0472  -0.0022
O  6.1112  9.3418  21.5985  0.0006  0.0021  -0.0125
O  2.1305  2.8161  16.7208  0.0145  0.0271  0.0067
O  7.077  16.9349  19.6263  -0.0127  -0.0067  -0.0206
O  7.2387  11.5449  11.2083  0.0078  -0.0046  -0.0283
O  8.9379  16.5435  17.6068  0.0008  -0.0205  -0.0052
O  1.9415  0.9411  20.248  0.012  0.0179  -0.0318
O  3.7763  -4.4878  13.5668  0.0378  -0.0064  -0.0089
O  8.152  8.1756  15.8343  0.0055  0.0121  -0.0086
O  0.218  5.9983  11.1933  -0.0065  0.0117  -0.024
O  4.8093  8.8325  14.2807  0  -0.0054  0.031
O  11.0501  13.5499  19.2833  -0.002  -0.0092  0.0244
O  4.7874  6.6524  21.0839  -0.0025  -0.0025  -0.0036
O  1.5176  10.1815  13.3777  -0.0048  -0.0099  -0.0093
O  11.3056  4.8995  16.6921  -0.0044  -0.0045  -0.0181
O  3.5988  1.0228  18.2005  -0.0213  -0.0054  0.0129
O  9.5583  4.3654  9.8883  -0.0036  0.0267  0.0055

Results
free energy: -135751.051 eV
free energy less fixed offsets of O -569.03, Si -635.61 eV per atom: -2.221 eV

The program warned: the cutoff lies below the one the program advises for these potential files; the forces do not sum to zero within the program's tolerance; the exchange-correlation potential is rough where the density is thin.
